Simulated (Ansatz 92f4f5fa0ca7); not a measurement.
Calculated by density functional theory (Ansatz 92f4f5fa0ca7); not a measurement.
Periodic cell of 171 atoms, Si99O72, from a study of silicon, its oxide and their interface. The atomic structure is a simulated model.

Settings
functional: PBE
potential files: Ansatz PAW
basis: plane waves
wave-function cutoff: 700 eV
density cutoff ratio: 5
exchange-correlation grid ratio: 2
k mesh: 2 x 2 x 1, shifted by 0.5 0.5 0.5 of a step
self-consistency stop: 5e-08 eV per atom in the density residual
occupations: Fermi-Dirac, 0.05 eV
spin: none
net charge: 0

Cell vectors (angstrom)
a  11.5983  0  0
b  0  11.5983  0
c  3.5592  1.4555  21.8586

Atoms: element, x, y, z (angstrom)
Si  8.4572  -0.6331  0.2979
Si  8.7434  2.4808  0.9463
Si  8.8581  5.5753  0.7692
Si  0.8782  -0.8211  0.1877
Si  1.0064  2.2914  0.8068
Si  0.868  5.3588  0.6512
Si  4.9311  -2.3521  0.3825
Si  5.08  3.0657  0.6345
Si  4.9048  6.1057  0.9191
Si  -1.065  -1.4157  1.5221
Si  -0.8867  2.3006  2.1724
Si  -0.8895  5.8933  2.1444
Si  2.8794  -1.5675  1.5149
Si  3.082  2.3414  1.8791
Si  2.8257  6.0589  1.9711
Si  6.7394  -1.4766  1.7987
Si  6.7814  2.487  2.1766
Si  6.9102  6.1547  2.0905
Si  -0.9671  0.2783  3.2559
Si  -0.8714  4.1244  3.5975
Si  -0.9441  8.1249  3.0427
Si  3.032  0.3139  3.1092
Si  2.9481  4.1606  3.3742
Si  2.8165  8.1636  3.0947
Si  6.6726  0.4151  3.2915
Si  6.8436  4.307  3.5644
Si  6.9001  8.2004  3.2452
Si  8.6858  0.3911  4.6262
Si  8.7781  4.1629  4.8746
Si  8.8291  8.1328  4.5828
Si  1.0622  0.338  4.5268
Si  1.0937  4.1451  4.8331
Si  0.9397  8.1611  4.5052
Si  4.7856  0.4006  4.6859
Si  4.8369  4.2402  4.7962
Si  4.8382  8.1552  4.5123
Si  8.771  -1.5345  5.9516
Si  8.7557  2.2171  6.1869
Si  8.7915  6.2006  5.9909
Si  0.9907  -1.5523  5.932
Si  0.9959  2.1708  6.1055
Si  1.0922  6.2368  5.9179
Si  4.8367  -1.5474  5.9716
Si  4.7935  2.2945  6.1739
Si  4.8542  6.255  5.9942
Si  -0.9197  -1.4807  7.3466
Si  -0.8878  2.0792  7.5757
Si  -0.8089  6.1641  7.3056
Si  2.8911  -1.5391  7.3204
Si  2.8336  2.3151  7.567
Si  2.9417  6.308  7.4398
Si  6.8268  -1.4045  7.2579
Si  6.7763  2.2432  7.5129
Si  6.8209  6.1618  7.3907
Si  -1.0524  0.1179  9.1041
Si  -0.7255  4.1866  8.6456
Si  -0.7255  8.1625  8.5743
Si  2.719  0.2842  8.7706
Si  2.8114  4.38  8.8934
Si  2.9945  8.2703  8.8147
Si  6.7811  0.3378  8.894
Si  6.746  4.1834  8.8717
Si  6.9083  8.2637  8.466
Si  8.4798  -0.1906  10.5454
Si  8.9152  4.5783  9.8592
Si  8.8557  7.728  9.6513
Si  0.9274  -0.1745  10.415
Si  0.883  4.8703  10.3183
Si  1.0327  8.1706  10.085
Si  4.6985  0.3144  9.9405
Si  4.7553  4.9059  10.2015
Si  5.1493  8.0511  9.9793
Si  3.6038  4.4211  16.4626
Si  9.3213  0.1404  13.4203
Si  7.4074  8.5939  11.9108
Si  15.4331  7.4176  16.1056
Si  8.7051  8.0823  17.4575
Si  6.3685  4.2209  15.9229
Si  4.2895  2.1365  12.2956
Si  1.2884  2.4985  12.3945
Si  14.1126  9.5376  14.5428
Si  10.9691  9.6913  14.3974
Si  8.8296  7.5146  14.2817
Si  11.1371  4.5403  17.45
Si  15.4307  -0.9171  19.2426
Si  9.4437  3.407  19.6272
Si  8.3514  5.313  17.7317
Si  5.9922  9.4826  17.211
Si  8.5021  4.8337  12.7725
Si  7.9887  2.2388  14.5711
Si  13.6162  -0.2376  16.9427
Si  5.7148  4.6013  12.8902
Si  6.7276  -0.5057  14.5684
Si  10.8246  10.154  17.396
Si  4.3866  -0.7479  12.7183
Si  14.1813  8.0757  20.4797
Si  12.8204  2.5903  15.5468
Si  9.9861  0.3583  19.8249
Si  2.0526  6.2151  18.1061
O  10.7182  -0.7009  13.3121
O  7.8523  -1.1206  -1.2037
O  3.9573  5.8395  15.7152
O  8.7544  3.9899  0.1313
O  9.328  6.7364  -0.3635
O  13.0269  1.1442  16.2958
O  0.9045  0.8611  -0.1179
O  0.9295  3.7863  0.0042
O  0.7805  -1.5418  -1.3133
O  12.5242  9.2886  14.4794
O  14.2004  3.4783  15.5969
O  10.1328  -0.3732  18.3775
O  10.8438  3.9901  18.9692
O  9.3853  1.3732  14.5229
O  14.4243  -2.1376  19.6647
O  4.9816  4.6529  0.0471
O  5.6318  2.1868  -0.6506
O  1.0345  1.0529  11.6062
O  8.8447  6.127  9.3273
O  8.1985  4.1328  18.8419
O  4.6354  -0.871  11.1168
O  9.0438  5.9493  13.838
O  5.689  -1.248  13.5547
O  0.8968  6.5369  10.7344
O  2.8712  2.8796  12.4238
O  0.6592  3.7834  11.5716
O  14.6329  10.0631  13.1085
O  0.9557  9.7349  10.8483
O  4.5247  5.1015  11.8905
O  2.9596  4.8468  17.9084
O  8.5394  6.7782  18.4227
O  10.1897  8.6959  17.8048
O  4.6431  1.7899  10.7391
O  7.031  5.2506  12.1775
O  5.8547  8.2459  11.494
O  0.7853  2.4079  13.9758
O  14.4571  10.5756  15.7666
O  7.5291  3.0573  15.9073
O  0.5522  5.8197  17.5858
O  8.5824  7.6408  15.8891
O  13.7463  6.7533  19.6137
O  4.1574  0.7865  13.176
O  5.204  8.1546  16.624
O  8.2342  -0.9164  14.0799
O  6.2883  -0.9859  16.0595
O  7.4653  9.0834  17.7894
O  12.4387  10.3502  17.4811
O  5.5404  2.9794  12.8878
O  11.7078  3.4097  16.4212
O  9.4633  1.8245  19.381
O  4.931  7.5724  0.0719
O  8.902  0.7017  11.9311
O  5.9874  4.8928  14.4826
O  14.2394  7.4674  17.2188
O  7.5564  8.1885  13.5055
O  6.9826  5.3986  16.8574
O  10.4476  10.3273  15.8159
O  8.6187  7.6826  11.2876
O  5.0152  3.6139  16.618
O  6.7647  1.1301  14.4287
O  14.6051  0.0653  18.2024
O  5.2371  -1.7561  -1.1312
O  8.2782  3.3778  13.4587
O  7.8068  10.061  11.2453
O  9.7022  5.0265  16.8295
O  14.9063  8.1456  14.7643
O  9.4104  4.595  11.4572
O  10.2113  8.3256  13.9677
O  5.1334  -1.4828  18.4299
O  8.6341  1.0416  0.0494
O  0.4641  6.3351  -0.6337
O  5.0173  6.4402  9.7263

Results
free energy: -103886.698 eV
free energy less fixed offsets of O -569.03, Si -635.61 eV per atom: 8.852 eV
pressure: -0.43 GPa
stress xx, yy, zz, yz, xz, xy (GPa, positive in tension): -0.73, 1.33, 0.7, 0.27, 0.09, 0.84

Forces (eV/angstrom), in the order of the atoms: element, x, y, z
Si  -0.254  0.2314  -0.2004
Si  -0.0124  0.1781  -0.4437
Si  -0.0158  -0.2612  -0.1607
Si  0.0317  0.2454  -0.2081
Si  -0.0166  -0.0327  -0.3876
Si  0.1662  -0.0693  -0.2562
Si  0.0167  -0.059  -0.207
Si  0.0647  0.0005  -0.3196
Si  -0.0692  0.042  -0.4381
Si  0.0064  0.1756  -0.031
Si  0.0973  0.0953  -0.278
Si  -0.0222  -0.0747  0.0111
Si  0.0925  -0.0406  -0.0704
Si  0.1576  0.101  -0.3341
Si  -0.2764  -0.1776  -0.2259
Si  -0.075  -0.1131  0.0082
Si  -0.1492  0.0542  -0.187
Si  0.2525  -0.1917  -0.2017
Si  -0.1007  -0.1464  0.1673
Si  -0.0433  -0.0326  0.312
Si  -0.0175  0.1924  -0.2632
Si  -0.009  -0.0789  -0.1417
Si  0.0522  -0.0634  0.1621
Si  0.0673  0.1306  -0.0211
Si  -0.0332  -0.0893  0.1307
Si  0.0564  0.0313  0.3081
Si  0.0796  0.2076  0.0538
Si  0.1914  -0.0968  -0.1382
Si  0.0783  0.1544  0.0453
Si  -0.2167  -0.0795  0.0546
Si  -0.0074  -0.0326  -0.0334
Si  -0.0834  0.1371  -0.0296
Si  0.1052  -0.0414  0.0434
Si  -0.0269  0.0623  0.0684
Si  -0.038  0.0916  0.0612
Si  -0.0208  -0.0503  -0.1
Si  -0.0373  0.1686  -0.0272
Si  -0.1432  -0.054  0.0976
Si  0.0506  0.0326  0.5412
Si  0.01  0.0944  -0.0438
Si  0.062  -0.1517  -0.0607
Si  -0.1014  -0.0052  0.3388
Si  0.0123  0.075  -0.0533
Si  0.023  -0.1184  -0.0577
Si  0.073  -0.0529  0.4106
Si  0.0995  0.0047  -0.0633
Si  0.0299  0.0012  0.1916
Si  -0.1049  -0.0324  -0.4159
Si  -0.0504  -0.0132  -0.0631
Si  0.0158  0.1967  0.2119
Si  0.0859  -0.0443  -0.2125
Si  0.0464  -0.1229  -0.0349
Si  -0.0214  0.2001  0.1037
Si  -0.0391  0.0085  -0.588
Si  -0.0621  -0.0057  0.0883
Si  -0.1615  0.2495  0.3638
Si  -0.208  -0.144  0.1464
Si  -0.2039  -0.1091  0.2246
Si  -0.0196  0.1806  0.4449
Si  0.2916  -0.1855  0.4863
Si  0.0306  -0.1212  -0.0773
Si  -0.0838  0.0664  0.4901
Si  -0.032  -0.0235  0.1417
Si  0.1503  0.4497  0.0998
Si  0.2076  -0.1701  -0.3424
Si  -0.0268  -0.1493  -0.2955
Si  0.1245  -0.1987  -0.0601
Si  0.1587  0.0156  -0.5945
Si  0.0238  -0.0825  -0.2278
Si  -0.0398  0.2182  0.112
Si  0.051  -0.1539  -0.4371
Si  0.3737  0.1675  -0.4074
Si  0.0035  -0.0825  0.1878
Si  0.096  -0.1224  0.5091
Si  -0.0733  -0.1573  0.4125
Si  0.0232  -0.0052  0.0238
Si  0.0783  0.0465  0.0598
Si  -0.0588  -0.087  0.4333
Si  0.2405  -0.2405  0.1805
Si  -0.001  0.034  0.0408
Si  -0.1066  -0.1074  0.3983
Si  -0.0299  -0.0784  0.2722
Si  0.2653  0.0951  0.4287
Si  0.0254  0.1023  -0.1646
Si  0.1128  0.08  -0.479
Si  -0.0726  0.279  -0.2778
Si  0.0542  0.0668  -0.003
Si  0.1304  -0.123  -0.1492
Si  -0.0647  0.0467  0.3353
Si  -0.1558  0.0283  0.3384
Si  -0.1046  -0.0197  -0.1599
Si  0.353  -0.0343  0.4689
Si  0.0106  0.0257  0.3777
Si  -0.055  -0.1861  -0.1535
Si  0.1367  -0.1211  0.2821
Si  -0.0108  -0.2485  -0.0654
Si  0.1285  0.1897  0.506
Si  -0.0646  -0.0161  -0.2646
Si  -0.0747  -0.1434  -0.4258
O  -0.1414  0.0902  -0.1258
O  0.3111  0.0687  0.2842
O  0.0154  -0.015  -0.0201
O  -0.0224  0.1381  0.4733
O  -0.2089  -0.1371  0.0021
O  0.0122  0.0206  -0.0779
O  0.1368  -0.3463  0.4305
O  0.0399  0.2939  0.4717
O  0.0205  0.1749  0.3586
O  0.0716  0.0192  -0.1595
O  -0.0439  -0.0552  -0.0947
O  -0.0225  0.1503  0.3195
O  -0.0775  -0.0903  0.2639
O  -0.0499  -0.1087  -0.2596
O  -0.1158  -0.0489  0.1063
O  -0.0428  -0.189  0.5065
O  -0.0504  0.0607  0.1097
O  -0.0551  -0.3542  -0.127
O  -0.0747  0.0569  0.1893
O  0.1135  -0.0818  0.1274
O  0.0181  0.0985  -0.1191
O  -0.0744  -0.1494  -0.2241
O  -0.0895  0.0329  -0.2712
O  0.0412  0.1187  -0.0091
O  -0.0477  0.087  -0.0543
O  -0.0357  0.0287  0.2105
O  0.0168  0.0204  -0.3139
O  0.0058  0.3976  -0.0431
O  -0.1427  -0.0998  -0.5914
O  -0.0352  0.0906  0.0379
O  -0.0087  -0.1114  -0.0314
O  -0.0025  0.1101  -0.011
O  0.0256  -0.0626  0.0016
O  0.0049  -0.0179  -0.0285
O  -0.128  0.0415  -0.0458
O  0.0304  -0.0185  -0.5377
O  -0.0115  0.001  -0.0469
O  -0.0082  0.0219  -0.1993
O  0.0915  0.0205  0.1214
O  -0.0277  -0.0657  -0.2588
O  0.123  0.1937  0.1829
O  -0.0738  0.106  -0.0866
O  -0.0765  0.0417  0.0198
O  0.0745  -0.0053  -0.1672
O  0.0421  0.0321  -0.121
O  -0.0435  0.0362  0.0386
O  0.061  0.0424  0.0596
O  -0.1738  0.0213  -0.211
O  0.0252  -0.0871  -0.0683
O  -0.0006  -0.2069  0.1188
O  -0.0447  0.3242  0.4607
O  -0.178  -0.2602  -0.5093
O  -0.0526  0.0786  -0.4591
O  -0.02  -0.0784  0.1348
O  -0.2385  0.1366  -0.4192
O  0.0683  -0.0945  -0.0592
O  0.0088  0.0159  -0.0646
O  0.0191  0.1625  -0.0822
O  -0.0361  0.0872  -0.1083
O  0.0683  0.0134  -0.1291
O  0.0714  -0.1056  0.2232
O  -0.0701  -0.0387  0.1789
O  -0.0152  0.0981  -0.1399
O  0.0397  0.133  0.0992
O  -0.0179  -0.0458  0.0793
O  -0.0147  0.0725  -0.099
O  0.0217  -0.0614  -0.3708
O  -0.0731  -0.0344  -0.1357
O  -0.1503  0.0784  0.2313
O  -0.0073  -0.3456  0.3024
O  -0.0065  -0.0748  -0.0291
O  -0.1671  -0.2376  0.4746

The program warned: the cutoff lies below the one the program advises for these potential files.
